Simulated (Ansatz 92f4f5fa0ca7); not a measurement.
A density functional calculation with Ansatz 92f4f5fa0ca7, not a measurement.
Periodic cell of 288 atoms, Si196O92, from a study of silicon, its oxide and their interface. The atomic structure is a simulated model.
Doubt: the cutoff is far below the 930 eV that the study's wrapper takes by default for these files, so forces and energies are approximate.
This geometry differs little from another in the collection (a relaxation step or a small displacement).

Settings: functional PBE; potential files Ansatz PAW; basis plane waves; wave-function cutoff 580 eV; density cutoff ratio 5; exchange-correlation grid ratio 1; k mesh 1 x 1 x 1, Gamma-centred; self-consistency stop 5e-08 eV per atom in the density residual; occupations fixed; spin none; net charge 0.

Cell vectors (angstrom)
a	11.6015	0	0
b	0	10.938	0
c	0	0	40.5505

Atoms and the computed forces on them: element, x, y, z (angstrom), force x, y, z (eV/angstrom)
Si	0	0	0.9665	0.0051	0.0606	-0.0019
Si	3.8672	0	0.9665	-0.0014	0.0282	0.0017
Si	7.7343	0	0.9665	-0.0019	0.0541	0.0055
Si	1.9336	1.3673	0.9665	0.0013	-0.048	-0.0013
Si	5.8008	1.3673	0.9665	-0.0033	-0.0217	0.0097
Si	9.6679	1.3673	0.9665	0.0009	-0.056	-0.0026
Si	0	5.469	0.9665	-0.0003	0.0124	-0.0193
Si	3.8672	5.469	0.9665	0.0012	0.0295	0.0025
Si	7.7343	5.469	0.9665	0	0.0565	-0.0013
Si	1.9336	6.8362	0.9665	-0.0036	-0.0181	-0.0066
Si	5.8008	6.8362	0.9665	-0.0018	-0.0324	0.0091
Si	9.6679	6.8362	0.9665	0.0047	-0.0312	-0.0038
Si	1.9336	2.7345	39.5834	0.0083	0.0446	-0.0063
Si	5.8008	2.7345	39.5834	0.0114	-0.0031	0.0219
Si	9.6679	2.7345	39.5834	0.0086	0.0704	-0.0239
Si	0	4.1018	39.5834	0.0156	-0.0221	-0.0015
Si	3.8672	4.1018	39.5834	0.0037	-0.006	0.0209
Si	7.7343	4.1018	39.5834	0.0111	-0.0467	0.0057
Si	1.9336	8.2035	39.5834	0.0117	0.0158	-0.0039
Si	5.8008	8.2035	39.5834	0.0143	0.0161	0.0108
Si	9.6679	8.2035	39.5834	0.0083	0.0328	-0.0074
Si	0	9.5708	39.5834	0.0075	-0.0654	-0.0101
Si	3.8672	9.5708	39.5834	0.0127	-0.0226	0.0021
Si	7.7343	9.5708	39.5834	0.0085	-0.0349	0.0076
Si	0	0	4.8337	-0.0173	0.0335	0.1082
Si	3.8672	0	4.8337	-0.0021	0.0303	-0.061
Si	7.7343	0	4.8337	-0.0544	0.002	0.1537
Si	1.9336	1.3673	4.8337	-0.0107	-0.0838	0.0475
Si	5.8008	1.3673	4.8337	-0.0023	-0.0374	0.0468
Si	9.6679	1.3673	4.8337	-0.0705	-0.0579	0.0018
Si	0	5.469	4.8337	-0.0389	-0.0068	-0.2029
Si	3.8672	5.469	4.8337	-0.0124	-0.0163	0.0747
Si	7.7343	5.469	4.8337	-0.0309	0.0669	0.0773
Si	1.9336	6.8362	4.8337	-0.031	-0.042	-0.1695
Si	5.8008	6.8362	4.8337	-0.0176	-0.1169	-0.0548
Si	9.6679	6.8362	4.8337	-0.0388	-0.0175	-0.0777
Si	1.9336	2.7345	2.9001	-0.0078	0.0497	0.0023
Si	5.8008	2.7345	2.9001	-0.0119	0.0331	0.0112
Si	9.6679	2.7345	2.9001	-0.0068	0.0424	-0.01
Si	0	4.1018	2.9001	-0.0074	0.0297	-0.0386
Si	3.8672	4.1018	2.9001	-0.0194	-0.0268	0.0039
Si	7.7343	4.1018	2.9001	-0.0049	-0.0608	0.0177
Si	1.9336	8.2035	2.9001	-0.0071	-0.013	-0.028
Si	5.8008	8.2035	2.9001	-0.0176	0.0338	0.0009
Si	9.6679	8.2035	2.9001	-0.0035	0.0072	-0.0175
Si	0	9.5708	2.9001	-0.0186	-0.0626	0.0039
Si	3.8672	9.5708	2.9001	-0.0055	-0.0192	-0.0054
Si	7.7343	9.5708	2.9001	-0.0049	-0.0671	0.0244
Si	0.395	0.0241	29.7626	0.0708	0.0119	-0.1016
Si	4.149	0.1222	29.9463	-0.1149	-0.1007	-0.0073
Si	7.5118	-0.1039	29.8865	-0.0242	-0.2062	0.0604
Si	2.2247	1.4117	29.7859	0.0974	0.1185	0.0639
Si	5.9532	1.6067	30.1205	-0.0499	0.0612	-0.0264
Si	9.624	1.9036	29.601	-0.0523	-0.0476	-0.1784
Si	0.2294	5.2307	29.9854	-0.0481	0.0732	0.0108
Si	4.1188	5.3696	30.0062	-0.0065	0.0307	-0.0012
Si	7.9987	5.698	29.8697	-0.0329	0.0545	0.0306
Si	2.0758	6.6898	29.9407	0.0697	-0.0819	-0.0457
Si	5.9247	6.8528	29.9809	0.0108	-0.1449	0
Si	10.0721	6.8403	29.9382	0.0355	-0.1173	-0.0472
Si	2.0338	2.6642	31.8414	-0.0418	-0.1264	-0.067
Si	5.8975	2.8984	32.0345	-0.1149	-0.0345	-0.0019
Si	9.6155	2.7861	31.8053	-0.0627	-0.0107	0.0627
Si	0.062	3.9581	31.9114	0.0077	0.0736	-0.0261
Si	3.8842	4.1206	31.981	0.0416	0.0702	-0.0264
Si	7.8044	4.2945	31.8502	0.0752	0.0363	-0.0518
Si	2.0356	8.2095	31.8196	-0.0107	-0.0392	-0.0321
Si	5.8718	8.2287	31.9015	-0.0201	-0.0174	-0.0036
Si	9.8215	8.2569	31.8229	-0.1494	-0.0041	-0.0296
Si	0.1126	9.6519	31.7713	-0.0073	0.0285	0.0409
Si	3.9486	9.6162	31.851	0.0147	0.0758	-0.0411
Si	7.8058	9.5557	31.8635	0.0797	0.0834	-0.0047
Si	0.0739	0.0228	33.7417	-0.0169	0.0069	0.007
Si	3.9471	0.0167	33.7985	0.0446	-0.0357	0.0277
Si	7.8043	-0.0009	33.7894	-0.038	-0.036	-0.0148
Si	2.0151	1.3475	33.7903	0.0022	0.037	0.0325
Si	5.8872	1.3896	33.839	0.0244	-0.034	0.0135
Si	9.7117	1.3677	33.7222	0.018	0.0182	0.0075
Si	0.059	5.4697	33.7582	-0.0099	-0.0715	0.008
Si	3.8942	5.5258	33.8511	0.0018	-0.0768	-0.0034
Si	7.8034	5.5628	33.8106	-0.0037	-0.0597	0.0363
Si	1.9686	6.8717	33.7812	-0.0114	0.0582	0.0155
Si	5.8381	6.8547	33.8203	0.0143	0.0816	-0.0186
Si	9.7552	6.8763	33.7638	0.0313	0.061	0.0169
Si	1.9642	2.7411	35.7119	-0.0095	-0.0353	-0.0034
Si	5.8431	2.7563	35.7492	-0.0037	0.0168	-0.0192
Si	9.7065	2.7335	35.687	0.0045	-0.0243	-0.0331
Si	0.0327	4.1099	35.7049	0.0029	0.0218	0.0112
Si	3.8943	4.1018	35.7334	0.0056	0.0286	0.0204
Si	7.7814	4.1173	35.7033	0.0067	0.0212	0.0028
Si	1.9489	8.2251	35.7184	0.0087	-0.0081	0.0234
Si	5.8313	8.2234	35.7366	0.0012	-0.0191	0.0163
Si	9.7174	8.2168	35.7156	-0.0136	-0.0265	0.0166
Si	0.0256	9.6024	35.6995	0.0109	-0.0059	-0.0213
Si	3.899	9.5737	35.7227	-0.0063	0.0276	-0.0114
Si	7.7757	9.5679	35.7204	0.0035	0.0318	-0.0096
Si	0	0	37.6498	0.0242	0.126	-0.0311
Si	3.8672	0	37.6498	-0.0036	0.077	0.0106
Si	7.7343	0	37.6498	0.0514	0.0482	-0.0024
Si	1.9336	1.3673	37.6498	0.0182	-0.0102	-0.0266
Si	5.8008	1.3673	37.6498	0.046	-0.0136	0.1483
Si	9.6679	1.3673	37.6498	0.0306	0.0103	-0.1393
Si	0	5.469	37.6498	0.0168	0.0188	-0.0369
Si	3.8672	5.469	37.6498	0.0192	0.0631	0.0982
Si	7.7343	5.469	37.6498	0.0688	0.0527	-0.0238
Si	1.9336	6.8362	37.6498	0.0024	0.028	-0.0495
Si	5.8008	6.8362	37.6498	0.0293	-0.0412	0.0286
Si	9.6679	6.8362	37.6498	0.0583	-0.0056	-0.0465
Si	1.9033	2.7196	6.7786	0.0093	-0.0244	0.0309
Si	5.7821	2.7336	6.7734	-0.0105	-0.0047	-0.001
Si	9.6134	2.7246	6.7718	0.014	0.0217	0.0047
Si	-0.0343	4.0737	6.723	0.0025	-0.005	-0.0199
Si	3.8375	4.0853	6.7713	0.0074	0.0212	-0.0181
Si	7.6995	4.1114	6.7825	-0.0124	0.0201	0.0102
Si	1.9049	8.2094	6.7385	-0.0045	0.0338	-0.0049
Si	5.7701	8.1832	6.7657	-0.0053	-0.0244	0.0207
Si	9.6316	8.2112	6.7524	0.0015	-0.0266	0.0155
Si	-0.0352	9.5769	6.7878	-0.0031	0.0204	0.0109
Si	3.8511	9.5575	6.7513	-0.0022	0.0097	0.0067
Si	7.6853	9.5588	6.788	0.0136	0.0155	-0.0262
Si	-0.0864	0.0276	8.7303	0.0264	-0.0413	0.029
Si	3.8548	0.0155	8.6567	0.0006	-0.0311	-0.0033
Si	7.6418	-0.0524	8.7642	-0.0033	-0.0372	0.0149
Si	1.9029	1.3161	8.708	-0.0228	0.0651	-0.0368
Si	5.7684	1.3881	8.7268	-0.0208	0.0354	-0.0251
Si	9.5444	1.3256	8.6878	0.0236	-0.0207	-0.0353
Si	-0.0402	5.451	8.613	0.0021	-0.0453	-0.0076
Si	3.8227	5.4415	8.7129	-0.0215	-0.0567	-0.0027
Si	7.6881	5.4745	8.7383	0.0092	-0.0812	-0.0164
Si	1.9024	6.827	8.6389	0.0171	-0.0461	-0.0136
Si	5.7407	6.8047	8.6983	0.0052	0.0869	-0.0252
Si	9.631	6.8074	8.6498	-0.0087	0.0636	-0.0328
Si	1.9022	2.6582	10.6462	0.0073	-0.1374	0.0632
Si	5.7711	2.7543	10.6831	-0.0461	-0.0892	0.0219
Si	9.5152	2.6356	10.6258	0.0101	-0.0111	0.0328
Si	-0.0969	3.8539	10.3541	0.0784	0.0484	-0.0648
Si	3.7874	4.1025	10.6877	-0.0182	0.1073	0.0088
Si	7.6783	4.1474	10.7174	-0.033	0.1211	0.0363
Si	1.8711	8.3462	10.4269	0.0235	0.0272	0.0603
Si	5.6728	8.1543	10.6325	-0.0229	-0.0731	0.0603
Si	9.598	8.1442	10.5767	0.1432	-0.0626	0.1012
Si	-0.0809	9.6039	10.6671	-0.147	0.0171	-0.0205
Si	3.8334	9.6569	10.6071	0.0433	0.0837	-0.0286
Si	7.6473	9.4461	10.7039	0.0151	0.1042	0.0237
Si	0.3115	-0.2496	12.8098	-0.0074	0.2256	-0.0669
Si	3.9202	0.1238	12.5746	-0.0481	0.0849	-0.0265
Si	7.6831	-0.269	12.7509	-0.0256	0.0446	-0.079
Si	1.9793	1.4221	12.7205	-0.0322	-0.0489	-0.0556
Si	5.9239	1.3382	12.62	0.0564	-0.0585	-0.0129
Si	9.314	1.4038	12.6806	0.0814	-0.1696	0.0066
Si	-0.0607	5.3007	12.0822	-0.0598	0.2603	0.3503
Si	3.5116	5.5813	12.5729	0.0981	-0.031	0.0872
Si	7.5672	5.5423	12.7305	-0.0009	0.029	0.0205
Si	1.6192	6.961	12.2339	0.1171	-0.2474	-0.1613
Si	5.5603	6.8328	12.6234	-0.036	-0.0071	-0.0554
Si	9.6617	6.6926	12.4608	-0.025	-0.0526	-0.1111
O	7.436	4.6938	14.1756	-0.0032	-0.0903	0.0107
O	-12.9039	7.6824	13.6555	0.0341	-0.0103	-0.0387
O	7.7855	9.8016	14.2001	-0.0079	-0.0299	0.0374
O	0.538	20.4933	14.0027	0.0353	-0.2277	-0.0364
O	28.7641	-3.041	13.9048	-0.0173	0.0529	0.0079
O	3.0747	4.6958	13.9299	-0.0619	0.0137	-0.077
O	10.6754	0.7217	13.291	0.0288	-0.0262	-0.0646
O	15.091	8.086	15.5059	-0.0181	0.0039	-0.0248
O	1.8472	13.3082	14.11	0.0051	0.069	0.0264
O	32.0852	2.5461	13.7865	-0.02	0.043	0.0134
O	6.184	2.3195	13.9681	0.0288	0.0384	0.0095
O	-7.7676	10.001	13.8432	0.0266	-0.063	0.0005
O	11.175	12.3758	29.4018	0.1017	-0.0621	0.0926
O	2.0378	2.3613	28.4225	-0.0225	-0.0115	0.0094
O	5.5259	7.6295	28.5565	-0.0111	0.0454	0.0127
O	-16.2204	9.8131	28.7084	-0.0329	0.0003	-0.0331
O	10.5285	7.6916	28.5587	0.0577	0.0541	-0.0006
O	0.2187	4.3374	28.5598	0.0288	-0.0368	0.0068
O	1.6878	-3.3058	28.611	-0.0561	0.0453	0.0103
O	4.8132	2.1161	27.2457	-0.017	-0.0057	-0.0254
O	-30.3627	-6.681	28.7915	0.0237	-0.035	0.0165
O	15.9279	-0.8746	28.606	0.0696	0.0046	0.0396
O	11.9144	9.9459	28.4752	0.0058	-0.0152	0.0245
O	8.9343	11.3768	29.2975	-0.0492	0.0951	0.0897
Si	11.8981	4.2317	20.1418	-0.0034	-0.0127	0.0214
Si	2.8672	7.9617	17.0007	-0.0283	-0.0237	0.0475
Si	8.2761	4.3121	28.0081	0.028	-0.0347	-0.0303
Si	6.4581	2.4461	23.4162	0.012	-0.0039	-0.0002
Si	11.0076	12.5877	18.4571	-0.0035	-0.0078	0.0279
Si	0.838	5.9561	16.435	0.0056	0.0055	-0.0577
Si	8.6193	0.4164	24.3432	0.002	0.011	-0.0125
Si	1.7141	10.5031	18.2899	-0.004	-0.0091	0.0345
Si	9.6781	5.2487	25.2629	-0.0024	-0.0128	-0.0097
Si	4.7937	6.551	18.8103	-0.0367	0.0203	0.0083
Si	7.3051	9.7914	15.7911	-0.0165	0.0021	0.0042
Si	6.6624	9.973	20.1856	-0.0013	0.0001	0.0258
Si	0.2839	7.5165	25.0415	0.0111	-0.0034	-0.016
Si	0.475	8.6523	20.3653	-0.005	0.0026	0.016
Si	6.0407	10.1793	25.2635	-0.0047	0.003	-0.0395
Si	10.147	8.9832	22.8177	0.0048	-0.0025	0.0169
Si	7.5284	3.0962	14.5224	-0.0455	0.0512	0.0133
Si	3.0712	6.6065	23.6791	-0.0119	-0.0042	-0.0011
Si	4.65	8.9473	14.7638	0.0645	0.0218	-0.003
Si	-3.0802	1.42	19.9906	0.0016	0.0031	0.0165
Si	1.0794	3.0209	22.9368	-0.0182	0.0025	0.0089
Si	0.3379	8.3745	28.0346	-0.0142	-0.0232	-0.0075
Si	7.6137	4.0511	21.2044	-0.0051	-0.0157	0.0163
Si	10.8533	2.3695	25.1008	0.0087	0.0121	-0.0145
Si	2.6782	4.1894	25.171	-0.0139	0.0019	-0.0184
Si	11.9272	7.9134	13.9257	-0.1955	0.0603	0.3277
Si	5.5126	3.0837	28.3508	-0.0158	0.0901	0.0411
Si	5.0737	3.7191	19.4268	-0.0013	0.016	0.025
Si	8.3664	1.6681	17.0484	-0.0074	-0.0212	0.0535
Si	7.6595	7.8217	18.2431	0.0164	-0.0039	0.0165
Si	5.6084	9.183	28.087	0.0087	0.0158	0.0253
Si	5.6428	8.2912	22.7577	0.0044	-0.0022	0.0167
Si	4.8061	2.0209	25.6303	-0.0078	0.0016	-0.028
Si	3.8678	13.1306	21.6771	0.0011	-0.0057	0.0257
Si	1.6419	3.9826	14.3471	0.0231	-0.0113	-0.0211
Si	4.3843	0.8053	19.1552	-0.0116	-0.0079	0.0319
Si	1.0774	3.3636	27.5507	-0.0244	0.0285	0.0129
Si	8.1957	6.5327	22.7375	-0.0045	-0.001	0.0214
Si	2.4943	6.2378	20.8059	0.0126	-0.0076	0.0232
Si	10.4861	6.4938	18.7485	-0.0046	-0.0013	-0.008
O	5.6673	9.1635	26.4716	0.0059	-0.0015	-0.0249
O	0.3422	26.3366	13.4764	0.0303	-0.0478	-0.1105
O	9.745	1.1831	25.2443	-0.01	-0.0062	0.0248
O	4.1563	3.5499	20.7918	-0.0017	0.002	-0.0125
O	7.6908	9.0429	19.3256	-0.0045	0.0019	-0.0044
O	6.0146	9.4137	23.8531	-0.0011	-0.0049	0.0145
O	1.3143	9.9097	19.7546	-0.0041	-0.0054	-0.0047
O	6.0834	2.7988	24.9631	-0.0026	-0.0063	0.021
O	12.0587	8.3368	26.4277	-0.0001	0.0011	0.0169
O	5.8669	9.0865	21.3236	-0.0007	0.0029	-0.009
O	7.5896	-0.2484	25.4369	-0.003	0.001	0.0124
O	5.5539	10.6075	19.1572	-0.0051	0.0033	-0.0164
O	9.0959	7.8301	22.3488	0.0003	-0.0042	-0.0028
O	7.9623	0.1972	16.4475	0.0081	0.0219	-0.0137
O	8.9576	5.0896	26.7338	0.0286	0.0465	-0.0201
O	17.2563	9.7843	15.758	-0.0021	-0.0026	-0.0353
O	11.1312	5.8612	17.3819	0.0209	0.0145	-0.0339
O	2.6866	5.755	22.3408	0.0026	0.001	-0.0119
O	3.9956	6.61	20.2499	-0.0072	-0.0012	-0.0253
O	11.1337	9.261	21.5485	0.0042	-0.0001	-0.0085
O	4.6316	4.9451	18.4236	0.0093	-0.0095	-0.0061
O	0.1501	1.9647	23.7792	0.013	0.0002	-0.0046
O	3.4567	2.7528	25.09	0.0059	-0.0051	0.0161
O	3.6131	5.4859	24.7707	-0.0029	-0.0015	0.0141
O	7.7801	1.7613	18.5669	0.0102	0.0009	-0.0279
O	2.0973	6.5508	17.2762	0.0143	0.003	-0.014
O	7.6928	2.8401	16.1249	0.0084	-0.0082	-0.0052
O	9.3314	10.305	23.3127	0.0038	-0.0142	-0.0049
O	1.8831	9.2354	17.269	0.0077	0.0302	-0.0084
O	6.3786	6.8919	18.6635	-0.0137	-0.0018	-0.0162
O	10.0682	3.7585	24.7459	-0.0043	0.0008	0.0205
O	1.2514	4.4708	15.8644	-0.023	0.0557	0.0044
O	7.7088	8.4783	16.7173	-0.0056	-0.0075	-0.0021
O	13.3229	5.0512	19.961	0.0107	0.0047	-0.011
O	7.7177	1.4162	23.4084	-0.0086	0.0008	0.01
O	6.7924	3.7659	27.5828	0.0204	0.0275	0.0549
O	2.4282	2.2907	22.4026	0.0073	-0.0094	-0.0055
O	4.95	2.2725	18.6566	-0.0004	0.0016	-0.0113
O	4.9224	0.4407	25.2409	0.0147	-0.0143	0.0209
O	0.1144	2.5399	26.4931	-0.0149	-0.0222	-0.0069
O	11.1865	7.8993	19.2122	0.0096	0.0052	-0.0054
O	10.0725	11.9169	19.6523	-0.0005	0.0036	-0.0082
O	8.6568	5.9212	24.1825	-0.0172	0.0145	-0.0103
O	3.1431	11.2831	18.2208	0.0077	0.0053	-0.0192
O	1.5651	7.5751	20.9076	0.0008	0.0007	-0.0091
O	4.1526	7.7411	23.1895	0.0059	0.002	0.0091
O	4.147	7.8024	17.9827	0.0154	-0.0229	0.006
O	9.184	2.9994	28.4586	-0.0144	-0.0011	0.1321
O	11.0426	6.1471	25.3586	-0.0043	-0.0078	0.0201
O	1.7477	7.2859	24.3587	-0.0004	0.0011	0.0185
O	0.1435	2.9974	19.0611	0.0011	0	-0.0073
O	0.2442	3.6594	21.6801	0.0024	0.0011	-0.0089
O	6.5719	4.121	19.9525	0.0039	0.0021	-0.0086
O	6.6353	7.0008	22.8301	-0.0021	0.0037	-0.0007
O	7.6236	11.2016	20.7416	-0.0033	-0.0092	-0.0034
O	9.992	1.9242	17.1828	-0.0054	0.0009	-0.0083
O	0.5322	0.6156	17.889	0.0119	-0.0088	-0.0191
O	3.8011	0.9175	20.6735	0.0011	-0.0019	-0.0086
O	8.3636	5.4688	21.4957	-0.0013	-0.0037	-0.0072
O	12.2042	7.1305	15.3262	-0.02	0.0112	-0.1429
O	5.1038	1.8645	22.6949	-0.0114	0.0029	-0.0039
O	1.4626	4.133	24.077	0.0043	0	-0.0002
O	8.6144	2.7942	20.8825	-0.0059	0.0066	-0.0117
O	-0.908	5.3228	19.8862	-0.0007	-0.0007	-0.0015
O	8.933	6.8277	18.4296	0.0008	-0.001	-0.0085
O	6.8543	3.7932	22.6236	-0.0047	0.0006	0.0012
O	11.0266	8.4665	24.0641	-0.0116	0.0075	0.0026
O	2.0481	4.3568	26.6665	0.0236	0.0065	0.0046

Results
free energy: -176917.897 eV
free energy less fixed offsets of O -568.88, Si -635.61 eV per atom: -1.377 eV

The program warned: the cutoff lies below the one the program advises for these potential files; the exchange-correlation potential is rough where the density is thin.
